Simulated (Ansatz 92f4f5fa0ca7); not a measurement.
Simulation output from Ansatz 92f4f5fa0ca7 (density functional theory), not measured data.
Periodic cell of 259 atoms, Si165O94, from a study of silicon, its oxide and their interface. The atomic structure is a simulated model.
Doubt: the cutoff is far below the 930 eV that the study's wrapper takes by default for these files, so forces and energies are approximate.
This geometry differs little from another in the collection (a relaxation step or a small displacement).

Settings: functional PBE; potential files Ansatz PAW; basis plane waves; wave-function cutoff 580 eV; density cutoff ratio 5; exchange-correlation grid ratio 1; k mesh 1 x 1 x 1, Gamma-centred; self-consistency stop 5e-08 eV per atom in the density residual; occupations fixed; spin none; net charge 0.

Cell vectors (angstrom)
a, 10.938, 0, 0
b, 0, 10.938, 0
c, 0, 0, 38.2334

Atoms and the computed forces on them: element, x, y, z (angstrom), force x, y, z (eV/angstrom)
Si, 0, 0, 0.683, 0.0064, 0.0226, -0.0059
Si, 5.469, 0, 0.683, 0.0365, 0.0259, 0.0025
Si, 2.7345, 2.7345, 0.683, 0.0328, -0.0062, -0.0064
Si, 8.2035, 2.7345, 0.683, 0.0207, -0.0583, -0.0113
Si, 0, 5.469, 0.683, 0.012, -0.0258, -0.0071
Si, 5.469, 5.469, 0.683, -0.0005, 0.005, 0.0045
Si, 2.7345, 8.2035, 0.683, 0.0091, -0.0054, -0.0069
Si, 8.2035, 8.2035, 0.683, -0.0194, 0.0306, -0.0086
Si, 1.3673, 1.3673, 2.0503, 0.0032, -0.0201, 0.0292
Si, 6.8362, 1.3673, 2.0503, 0.0567, 0.0053, -0.1261
Si, 4.1018, 4.1018, 2.0503, 0.0221, -0.0825, -0.0036
Si, 9.5708, 4.1018, 2.0503, 0.0138, -0.0194, -0.0928
Si, 1.3673, 6.8362, 2.0503, 0.0102, -0.0611, -0.1357
Si, 6.8362, 6.8362, 2.0503, -0.031, 0.0557, 0.0172
Si, 4.1018, 9.5708, 2.0503, -0.0154, -0.0374, -0.097
Si, 9.5708, 9.5708, 2.0503, 0.0027, -0.0002, 0.0069
Si, 2.7345, 0, 36.1819, 0.1202, 0.05, -0.0216
Si, 8.2035, 0, 36.1819, 0.133, -0.0251, -0.0553
Si, 0, 2.7345, 36.1819, 0.0061, 0.0283, 0.0797
Si, 5.469, 2.7345, 36.1819, -0.1184, 0.0919, -0.0551
Si, 2.7345, 5.469, 36.1819, -0.0429, 0.0354, 0.0437
Si, 8.2035, 5.469, 36.1819, -0.0541, 0.0695, -0.0708
Si, 0, 8.2035, 36.1819, -0.0189, -0.0866, -0.0888
Si, 5.469, 8.2035, 36.1819, -0.0529, 0.1146, 0.1421
Si, 4.1018, 1.3673, 37.5492, -0.0431, -0.003, 0.0154
Si, 9.5708, 1.3673, 37.5492, -0.0037, 0.0066, -0.0041
Si, 1.3673, 4.1018, 37.5492, -0.019, 0.0086, 0.0107
Si, 6.8362, 4.1018, 37.5492, -0.0187, 0.0116, -0.0013
Si, 4.1018, 6.8362, 37.5492, -0.0051, 0.0019, 0.0018
Si, 9.5708, 6.8362, 37.5492, 0.0018, -0.006, 0.0151
Si, 1.3673, 9.5708, 37.5492, 0.0137, -0.0189, -0.0163
Si, 6.8362, 9.5708, 37.5492, -0.0417, 0.0279, 0.0009
Si, 0.7903, -0.5767, 27.9582, 0.0039, -0.0004, 0.0279
Si, 5.2846, 0.954, 27.3829, 0.0137, -0.0297, 0.0012
Si, 2.7043, 2.6436, 28.267, 0.0081, -0.0024, 0.0226
Si, 8.6293, 4.6047, 26.676, 0.072, 0.0054, 0.0094
Si, -0.9903, 6.518, 27.1204, -0.0388, 0.0209, -0.0264
Si, 5.905, 5.8386, 27.6991, 0.007, -0.0202, 0.0307
Si, 2.4127, 8.4855, 28.0643, -0.0141, 0.0059, -0.0011
Si, 8.391, 8.2062, 27.8077, 0.0732, -0.0193, 0.0551
Si, 1.3065, 1.2266, 29.4203, 0.0054, -0.0079, -0.01
Si, 7.1678, 1.8641, 29.6416, 0.0097, 0.0436, 0.016
Si, 4.0031, 4.0697, 29.5444, -0.0324, -0.0034, 0.029
Si, 8.9486, 3.506, 29.517, -0.0121, -0.0454, 0.0501
Si, 1.216, 6.9256, 29.3379, -0.022, 0.0174, 0.004
Si, 6.9899, 7.032, 29.3357, 0.0016, -0.0157, -0.0058
Si, 4.1529, 9.6221, 29.1838, 0.0032, -0.0163, 0.013
Si, 9.6865, 9.6834, 29.1115, -0.0217, -0.017, -0.0153
Si, 2.8593, 0.0312, 30.7129, -0.004, 0.0259, 0.027
Si, 8.2805, 0.0378, 30.6323, 0.019, -0.0118, -0.0064
Si, -0.1082, 2.6441, 30.6942, 0.0003, -0.0066, 0.0048
Si, 5.4569, 2.8279, 30.9279, 0.0061, -0.0069, 0.0029
Si, 2.6194, 5.5512, 30.6979, 0.0213, -0.0181, -0.0039
Si, 8.2011, 5.4689, 30.6747, -0.0122, 0.0219, 0.0001
Si, -0.0762, 8.2953, 30.7102, -0.0001, -0.0048, 0.0154
Si, 5.4769, 8.2809, 30.631, -0.0005, -0.0046, -0.0039
Si, 4.1207, 1.3711, 32.1713, -0.0055, -0.0113, -0.0153
Si, 9.5505, 1.3373, 32.1508, 0.0024, 0.0031, 0.0071
Si, 1.306, 4.0756, 32.0157, -0.0161, 0.0052, 0.0185
Si, 6.8317, 4.2318, 32.1821, -0.0155, 0.0052, 0.0016
Si, 4.0641, 6.9153, 32.0216, -0.0061, -0.0005, 0.0088
Si, 9.5638, 6.8388, 32.0514, 0.014, -0.0052, 0
Si, 1.4, 9.6103, 32.0423, 0.0045, -0.0039, 0.0063
Si, 6.8726, 9.6042, 32.0019, -0.0126, -0.0005, 0.0151
Si, 0.0222, -0.0051, 33.4659, -0.0048, -0.0004, 0.0106
Si, 5.5215, -0.0038, 33.4585, 0.0025, 0.0003, 0.0033
Si, 2.6964, 2.7506, 33.4424, 0.0031, 0.0059, 0.0076
Si, 8.1955, 2.7733, 33.4707, 0.0029, -0.0078, -0.0067
Si, -0.0004, 5.4751, 33.4242, 0.0004, -0.0088, 0.0024
Si, 5.4085, 5.5582, 33.4723, 0.005, -0.0057, -0.0014
Si, 2.7258, 8.2378, 33.4352, -0.0046, 0.0031, 0.0088
Si, 8.1839, 8.2029, 33.4114, 0.0041, 0.0066, 0.0049
Si, 1.3663, 1.3719, 34.8274, -0.0025, 0.0031, 0.0075
Si, 6.8487, 1.3837, 34.8274, 0.0022, -0.0032, 0.0049
Si, 4.0842, 4.1144, 34.8076, -0.0046, -0.0029, 0.0039
Si, 9.5852, 4.1154, 34.8183, 0.0015, 0.0064, 0.0058
Si, 1.3777, 6.8385, 34.8003, -0.0047, -0.0002, 0.0027
Si, 6.8288, 6.8639, 34.8217, -0.0017, -0.002, 0.0077
Si, 4.1159, 9.5771, 34.8086, 0.0026, -0.0001, 0.005
Si, 9.5704, 9.5547, 34.8008, -0.0007, 0.0001, 0.0076
Si, 2.7427, -0.0044, 3.413, 0.0036, -0.0005, -0.0017
Si, 8.1944, -0.0019, 3.4153, -0.0027, 0.0019, -0.0027
Si, -0.0041, 2.735, 3.417, -0.0009, -0.0022, -0.0016
Si, 5.494, 2.7396, 3.4119, -0.0006, 0.0058, -0.0003
Si, 2.7237, 5.4569, 3.4081, -0.0028, -0.0008, -0.0012
Si, 8.2138, 5.4742, 3.4051, 0.0036, 0.001, 0.0005
Si, 0.0015, 8.1897, 3.4055, -0.0002, 0.0016, -0.0005
Si, 5.4485, 8.1947, 3.4227, 0.0013, -0.0028, 0.0004
Si, 4.1484, 1.3446, 4.7562, -0.0041, -0.0021, -0.0027
Si, 9.5562, 1.3749, 4.7759, -0.0037, -0.0046, -0.0011
Si, 1.3712, 4.0934, 4.7855, 0, 0.0082, -0.0047
Si, 6.8517, 4.1276, 4.7775, 0.0005, -0.0019, -0.0071
Si, 4.0809, 6.8038, 4.7854, -0.001, -0.0014, -0.0058
Si, 9.5886, 6.8162, 4.776, 0.0026, -0.0036, -0.0038
Si, 1.3837, 9.5345, 4.7597, 0.0064, -0.0003, -0.0056
Si, 6.8253, 9.5628, 4.775, 0.004, 0.0009, -0.0022
Si, -0.0021, -0.0357, 6.0685, -0.0035, 0.0001, 0.0012
Si, 5.4779, -0.0175, 6.1751, -0.0047, 0.0055, -0.0046
Si, 2.7981, 2.7269, 6.0795, 0.0126, -0.0094, 0.0116
Si, 8.2178, 2.7838, 6.1539, -0.0006, 0.0033, -0.0061
Si, 0.0096, 5.4593, 6.1784, -0.0053, 0.002, -0.0037
Si, 5.4697, 5.4649, 6.1542, 0.0022, -0.0007, 0.0023
Si, 2.7059, 8.1391, 6.1656, 0.0033, 0.0048, -0.0052
Si, 8.1846, 8.1637, 6.0974, -0.0027, 0.0026, 0.0004
Si, 1.4646, 1.2835, 7.3447, -0.0038, 0.0059, 0.009
Si, 6.8201, 1.4443, 7.4967, 0.0106, -0.014, 0.0118
Si, 4.1147, 4.0826, 7.5128, -0.0223, 0.0145, -0.021
Si, 9.6164, 4.0943, 7.5726, 0.0146, -0.0098, 0.0114
Si, 1.3243, 6.8188, 7.6053, -0.0175, 0.0131, 0.0096
Si, 6.8532, 6.8192, 7.5154, 0.0074, -0.0054, -0.0173
Si, 4.1349, 9.4562, 7.4977, -0.0053, 0.0008, 0.0098
Si, 9.535, 9.5493, 7.4152, -0.011, 0.0032, -0.0028
Si, 2.62, -0.2371, 8.7487, -0.0006, 0.0032, -0.0197
Si, 8.3474, 0.1726, 8.7198, 0.0176, 0.0097, 0.0032
Si, 0.2366, 2.6928, 8.7168, -0.0147, 0.0014, -0.0128
Si, 5.4697, 2.7646, 8.9574, 0.0175, -0.0172, -0.0132
Si, 2.7822, 5.4546, 8.9108, 0.0176, 0.0074, 0.0235
Si, 8.1729, 5.4474, 8.9247, -0.0018, -0.01, 0.0011
Si, -0.2005, 8.1652, 8.8898, 0.0272, -0.0188, -0.0187
Si, 5.4976, 8.148, 8.9451, -0.012, 0.0135, -0.005
Si, 4.0895, 1.7872, 10.6101, -0.013, -0.0099, 0.021
Si, 10.0157, 1.1797, 10.0049, -0.0112, 0.012, -0.0588
Si, 1.7089, 3.7969, 10.1492, 0.0042, 0.0114, -0.0374
Si, 6.619, 4.3117, 10.2761, 0.0505, 0.027, 0.0011
Si, 4.3986, 6.5485, 10.2329, -0.0454, -0.0107, -0.0323
Si, 9.1284, 7.1038, 10.2665, 0.0007, -0.0192, -0.023
Si, 1.02, 9.6965, 10.1293, 0.0067, 0.0141, 0.0079
Si, 6.778, 9.2111, 10.6351, -0.0031, 0.0044, 0.0119
O, 10.784, 7.0744, 25.8037, -0.0186, 0.0083, 0.0077
O, 3.8401, 1.6223, 27.6653, -0.0003, -0.0052, 0.0099
O, 7.9977, 8.1291, 10.9346, -0.0036, 0.0035, 0.0197
O, 2.8432, 2.8353, 10.8956, 0.0052, -0.0046, 0.0208
O, 8.7365, 3.7884, 25.269, -0.0039, -0.0153, -0.0214
O, 0.9446, 10.9558, 26.4173, 0.0064, 0.0102, -0.0202
O, 5.4989, 5.4325, 10.7888, 0.0099, -0.0121, 0.0218
O, 0.0356, -0.0113, 10.6558, 0.0144, -0.0275, 0.0173
O, 7.2596, 3.6072, 11.6336, 0.0018, -0.0176, 0.0025
O, 6.0435, 9.7969, 12.0026, -0.0104, 0.0187, 0.0099
O, 9.8766, 6.4147, 11.5476, 0.0113, -0.0141, 0.0204
O, 1.7651, 9.0842, 11.4674, 0.0063, -0.011, -0.0076
O, 4.7688, 1.3134, 12.0269, 0.0189, -0.0093, 0.0019
O, 0.6694, 4.361, 11.2848, -0.0128, 0.006, 0.0217
O, 9.3185, 1.9802, 11.2411, -0.009, 0.0079, 0.0293
O, 3.8047, 7.3313, 11.5583, -0.002, 0.0164, 0.0198
O, 7.5817, 8.8297, 26.4592, -0.0295, 0.0194, -0.0712
O, 6.5974, 1.6136, 28.0942, -0.0294, -0.0146, -0.0099
O, 5.0288, 6.8609, 26.7618, 0.0099, 0.0153, 0.0097
O, 2.0196, 3.5163, 27.0376, -0.0041, 0.0073, -0.0073
O, 11.0562, -4.7844, 28.3089, 0.0111, -0.0289, 0.0027
O, -1.8202, 3.581, 27.8657, -0.002, 0.0019, -0.0221
O, 4.8797, 15.6637, 28.3003, 0.0181, 0.0024, -0.0059
O, 5.533, 12.1565, 25.7802, 0.0001, 0.0095, 0.0081
Si, 7.9228, 3.4315, 23.8972, 0.0086, -0.0001, 0.007
Si, 3.4912, 7.2393, 26.3085, -0.0203, 0.0165, -0.0121
Si, -1.6199, 9.8974, 20.9148, -0.0034, -0.0103, -0.0019
Si, 14.3209, 3.0727, 17.9769, 0.0007, -0.0035, 0.006
Si, 5.9511, -0.1115, 15.844, -0.0105, 0.0013, -0.0044
Si, 10.0669, 4.8777, 17.0945, -0.0125, 0.008, -0.003
Si, 3.3305, 5.4853, 16.2193, -0.0031, 0.0113, 0.006
Si, 2.6809, 4.2099, 25.7103, -0.0086, 0.012, -0.0064
Si, 4.5565, 8.5388, 23.7063, 0.0052, -0.0023, 0.0045
Si, 10.4247, 7.8759, 24.4336, 0.0057, -0.0012, 0.0268
Si, 8.1668, 2.4076, 12.2908, -0.0124, 0.0041, 0.0036
Si, 4.3798, 9.6406, 18.2684, 0.0003, 0.0023, -0.0063
Si, 10.0571, 3.7419, 14.4146, -0.009, 0.0068, -0.0003
Si, 7.6447, 8.3822, 16.6976, -0.0002, 0.0006, 0.0083
Si, 9.5728, 4.5446, 21.7413, 0.0007, -0.0029, -0.0035
Si, 13.2069, 1.8307, 20.7262, -0.003, -0.0036, 0.0049
Si, 6.7115, 9.0203, 19.6916, 0.0039, -0.0011, -0.0035
Si, 5.8663, 11.2672, 12.7549, -0.0044, -0.0035, 0.0069
Si, 10.8043, 11.7674, 18.9953, -0.0044, -0.003, -0.0008
Si, 13.9273, 6.6352, 21.5956, 0.0006, 0.001, -0.0008
Si, 0.7051, -0.1266, 24.8129, 0.0017, -0.0175, 0.0042
Si, 6.1921, 5.5651, 16.8125, 0.0078, 0.0001, 0.0108
Si, 5.0805, 13.3767, 24.7546, 0.0094, -0.0049, 0.0003
Si, 5.0089, 6.8508, 19.2911, 0.0027, 0.001, -0.0047
Si, 11.125, 5.6134, 12.1987, 0.0073, 0.0094, 0.0057
Si, -1.9316, 11.4724, 23.6172, 0.0011, -0.0069, -0.0052
Si, 7.5646, 8.9586, 24.8099, 0.0022, -0.0144, 0.0119
Si, 1.4625, 3.4087, 15.9815, -0.0031, -0.0029, 0.0106
Si, 1.5635, 4.0784, 22.8527, 0.0016, -0.0031, 0.0075
Si, 2.448, 7.856, 12.2872, 0.0002, -0.0047, 0.0142
Si, -0.333, 7.9058, 16.592, -0.0031, -0.0133, 0.0118
Si, 2.0998, 8.2045, 15.2575, 0.001, -0.0048, 0.0032
Si, -0.0104, 7.2007, 21.5482, 0.0011, 0.0036, 0.0027
Si, 3.3886, 0.4493, 23.0504, -0.0064, -0.0018, -0.0013
Si, 12.5297, 9.9033, 17.5154, 0.0012, 0.0039, 0.0066
Si, 8.8434, 3.1335, 19.0805, 0.0042, -0.0022, -0.0015
Si, 6.4433, 2.5898, 17.3536, 0.0041, -0.0028, -0.0016
O, 7.3718, 2.5312, 18.7097, -0.0011, -0.0021, 0.0048
O, 4.8929, 2.534, 17.8112, -0.0064, 0.0015, 0.0008
O, 10.9673, 7.0244, 23.1738, -0.0025, -0.0067, -0.0046
O, 3.9998, 7.5497, 22.5151, -0.0066, -0.0074, 0.003
O, 5.4598, 10.0696, 19.4336, 0.0055, -0.005, 0.0048
O, -0.9412, 5.9532, 20.9997, -0.001, -0.0052, 0.0043
O, 2.8041, 8.3414, 13.8022, -0.0045, 0.0016, 0.0088
O, 2.4443, 4.5144, 15.2307, 0.0008, -0.0018, -0.0035
O, 13.6599, 6.9925, 16.1676, -0.0017, -0.001, -0.006
O, 10.9045, 4.133, 22.5752, -0.0002, -0.0014, 0.0021
O, 13.4643, 5.3344, 22.4538, -0.0007, 0.0018, 0.0002
O, 6.1107, 7.602, 20.2457, -0.0006, 0.0025, -0.0004
O, 9.087, 4.5549, 18.3379, 0.0009, -0.0002, -0.0057
O, 11.5039, 8.6472, 17.7497, -0.0023, -0.0042, -0.0078
O, 7.481, 8.747, 18.2783, -0.0073, 0.0022, 0.0097
O, 9.1933, 8.6209, 16.289, 0.0064, -0.0102, 0.0001
O, 7.1872, 6.8178, 16.4221, 0.0012, 0.0024, -0.0011
O, 8.3112, 4.5941, 22.7979, -0.0022, 0.0032, 0.0024
O, 4.4661, 7.9884, 18.2116, 0.0036, -0.0044, 0.0071
O, 6.7498, 4.031, 16.6162, -0.0016, 0.0008, 0.0008
O, 7.7228, 9.594, 20.8055, 0.0044, 0.0005, -0.0016
O, 1.5641, 7.2952, 21.0784, 0.0059, -0.0038, 0.0092
O, 9.7831, 10.6358, 19.5513, 0.0028, -0.0022, 0.0063
O, 8.9307, 2.9136, 13.6257, 0.0107, 0.0079, 0.0065
O, 13.3804, 2.3787, 16.8002, 0.0018, -0.0031, 0.0026
O, 1.7232, 3.8414, 24.4499, 0.0007, -0.0022, -0.0065
O, 6.1565, 8.4413, 24.1267, -0.01, 0.0003, -0.0008
O, 2.243, 9.6516, 16.0283, -0.0057, -0.0051, 0.0012
O, 2.9491, 2.6333, 19.4793, -0.0001, -0.0021, 0.0007
O, 10.31, 6.4541, 17.1941, -0.0004, 0.0046, -0.0072
O, 7.2896, 1.1201, 12.7286, -0.0045, -0.0014, -0.0116
O, 11.4277, 7.8934, 15.1705, 0.0067, -0.0011, 0.0088
O, -1.4218, 10.8248, 22.2188, -0.0017, 0.0012, 0.0005
O, 8.8028, 8.0314, 24.2532, 0.004, 0.0126, 0.0233
O, 0.3019, 9.2769, 24.4458, -0.0116, 0.0003, 0.0019
O, 2.8201, 10.0051, 18.6001, -0.0032, 0.0012, 0.002
O, 9.11, 3.4087, 20.657, -0.001, -0.0016, 0.0032
O, 3.1096, 0.6149, 21.4375, 0.0009, 0.0011, -0.0003
O, 10.1989, 8.5532, 21.0688, -0.0087, 0.0046, 0.006
O, 5.7621, 5.7115, 18.3982, -0.0046, 0.0022, 0.0035
O, 4.7586, 10.4153, 16.8854, 0.0046, -0.0012, -0.0014
O, 5.413, 0.1262, 14.3146, 0.0023, -0.003, 0.0174
O, 7.9123, 10.5043, 24.3723, 0.0101, 0.0016, 0.004
O, 0.5821, 4.1458, 17.1596, -0.0008, -0.0002, 0.0011
O, 8.3647, 1.9813, 23.3131, -0.0007, -0.0075, 0.0102
O, 3.6288, 8.2239, 25.0145, 0.0079, 0.0012, 0.0022
O, 3.2805, 4.7078, 17.6949, 0.0016, -0.0038, -0.001
O, 6.6864, 1.2701, 16.3918, -0.001, -0.0029, -0.0005
O, 0.6906, 11.2444, 17.6904, 0.0027, -0.0025, -0.0001
O, 6.8914, 9.4933, 15.7755, 0.0007, 0.0004, -0.0002
O, 4.2987, 10.0593, 23.2236, -0.0034, 0.002, 0.0087
O, 0.8486, 1.2353, 20.2207, 0.0035, 0.0008, 0.0038
O, 2.0153, 11.2526, 23.9509, 0.0096, 0.0019, -0.0015
O, 10.6214, 5.025, 13.6048, -0.0043, -0.0121, 0.0053
O, 9.9402, 13.0306, 18.4862, 0.0014, -0.0016, 0.0058
O, 4.2561, 1.7371, 23.545, -0.0069, -0.004, 0.0023
O, 9.3429, 4.3806, 15.7265, 0.0039, 0.0102, 0.0195
O, 4.8976, 5.6457, 15.8078, -0.0081, -0.0037, -0.0024
O, 1.4339, 6.6064, 12.4089, -0.0099, -0.0006, -0.013
O, 6.3246, 3.3084, 24.1612, -0.0021, 0.0023, 0.0074
O, 10.3491, 11.7456, 24.5007, -0.0056, 0.0025, 0.0084
O, 2.7442, 5.8324, 25.9088, 0.0015, -0.0213, 0.0087
O, -7.0981, 6.242, 20.2477, -0.0041, -0.0012, 0.0092
O, 13.02, 2.8476, 21.9596, 0.0006, -0.0029, 0.0025
O, 4.1657, 3.5793, 25.4788, -0.0019, -0.0048, 0.0096
O, 11.3478, 2.8063, 14.8801, 0.0054, -0.0055, -0.0051
O, 3.5268, 0.4064, 9.9743, 0.0127, -0.0119, 0.009
O, 5.1063, 10.3623, 27.9897, 0.0196, 0.0478, -0.0183
O, -3.8921, 15.9971, 26.8088, -0.0379, 0.0275, -0.0307
O, -14.4605, -11.3229, 9.9736, -0.0164, 0.0102, 0.0034

Results
free energy: -158352.758 eV
free energy less fixed offsets of O -568.88, Si -635.61 eV per atom: -2.388 eV

The program warned: the cutoff lies below the one the program advises for these potential files; the forces do not sum to zero within the program's tolerance; the exchange-correlation potential is rough where the density is thin.
